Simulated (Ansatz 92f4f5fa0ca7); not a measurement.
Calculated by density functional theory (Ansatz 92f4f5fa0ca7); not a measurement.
Periodic cell of 226 atoms, Si133O92P1, from a study of silicon, its oxide and their interface. The atomic structure is a simulated model.
Doubt: the cutoff is far below the 930 eV that the study's wrapper takes by default for these files, so forces and energies are approximate.
This geometry differs little from another in the collection (a relaxation step or a small displacement).

Settings
functional: PBE
potential files: Ansatz PAW
basis: plane waves
wave-function cutoff: 580 eV
density cutoff ratio: 5
exchange-correlation grid ratio: 1
k mesh: 1 x 1 x 1, Gamma-centred
self-consistency stop: 5e-08 eV per atom in the density residual
occupations: fixed
spin: none
net charge: +1 e, with a uniform compensating background and no finite-size correction

Cell vectors (angstrom)
a, 10.938, 0, 0
b, 0, 10.938, 0
c, 0, 0, 31.9494

Atoms: element, x, y, z (angstrom)
Si, 10.626, -0.0011, 24.4172
Si, 5.076, 0.1209, 24.6646
Si, 2.8211, 2.2903, 24.5302
Si, 8.5689, 2.4366, 24.5621
Si, 10.7081, 5.5854, 24.335
Si, 5.1569, 5.6133, 24.4486
Si, 2.9867, 7.9555, 24.4057
Si, 8.4163, 7.8295, 24.4171
Si, 1.292, 1.1281, 25.8418
Si, 6.8149, 1.3272, 25.7394
Si, 3.9843, 4.0089, 25.7314
Si, 9.6882, 4.0205, 25.8539
Si, 1.3365, 6.7951, 25.6703
Si, 6.8025, 6.7208, 25.7526
Si, 3.999, 9.466, 25.9605
Si, 9.4826, 9.4386, 25.8034
Si, 2.6327, -0.1358, 27.2944
Si, 8.1392, -0.0684, 27.1443
Si, 0.0783, 2.6514, 27.2128
Si, 5.4506, 2.7192, 27.1111
Si, 2.665, 5.4158, 27.1077
Si, 8.1902, 5.3667, 27.1346
Si, 0.0104, 8.1508, 27.1355
Si, 5.5104, 8.1396, 27.1833
Si, 4.0857, 1.3262, 28.4971
Si, 9.5437, 1.3132, 28.5062
Si, 1.3894, 4.0659, 28.5658
Si, 6.8069, 4.0581, 28.525
Si, 4.0795, 6.7738, 28.489
Si, 9.5563, 6.7767, 28.4846
Si, 1.2897, 9.4775, 28.6364
Si, 6.8237, 9.5362, 28.5644
Si, -0.045, -0.0207, 29.9367
Si, 5.4516, -0.0136, 29.8984
Si, 2.7716, 2.715, 29.9017
Si, 8.1861, 2.7001, 29.8765
Si, -0.0172, 5.4365, 29.8932
Si, 5.4545, 5.4454, 29.8895
Si, 2.7387, 8.1414, 29.9138
Si, 8.2207, 8.1727, 29.8838
Si, 1.3676, 1.3773, 31.2556
Si, 6.8222, 1.3669, 31.2633
Si, 4.1153, 4.0832, 31.2809
Si, 9.5472, 4.078, 31.256
Si, 1.3552, 6.8072, 31.2748
Si, 6.8241, 6.8413, 31.2477
Si, 4.0899, 9.5601, 31.2658
Si, 9.5482, 9.5434, 31.2924
Si, 2.7424, 0.0231, 0.6764
Si, 8.1983, 0.0145, 0.6744
Si, 0.0088, 2.7514, 0.6902
Si, 5.4866, 2.7483, 0.7124
Si, 2.738, 5.4607, 0.6809
Si, 8.2037, 5.4888, 0.6637
Si, 0.0169, 8.2118, 0.7062
Si, 5.4796, 8.2257, 0.6964
Si, 4.1026, 1.3877, 2.0711
Si, 9.5922, 1.3581, 2.0416
Si, 1.3621, 4.147, 2.0684
Si, 6.8444, 4.1601, 2.0519
Si, 4.0872, 6.852, 2.0404
Si, 9.5777, 6.8424, 2.0589
Si, 1.3743, 9.6267, 2.0554
Si, 6.8389, 9.6357, 2.0588
Si, 0.0437, 0.049, 3.4761
Si, 5.4824, 0.0463, 3.4611
Si, 2.7196, 2.7774, 3.4117
Si, 8.2564, 2.7871, 3.343
Si, 0.01, 5.5174, 3.4806
Si, 5.472, 5.5391, 3.427
Si, 2.7401, 8.2645, 3.3962
Si, 8.2418, 8.2755, 3.3834
Si, 1.3692, 1.4752, 4.8565
Si, 6.9104, 1.4819, 4.7258
Si, 4.0642, 4.1679, 4.7545
Si, 9.6039, 4.0732, 4.792
Si, 1.3742, 6.9738, 4.8274
Si, 6.826, 7.0083, 4.7353
Si, 4.1079, 9.5691, 4.7987
Si, 9.6182, 9.5897, 4.8248
Si, 2.7648, 0.0448, 6.1144
Si, 8.293, 0.1228, 6.1026
Si, 0.0195, 2.8111, 6.3334
Si, 5.5166, 2.8503, 6.0759
Si, 2.7636, 5.6098, 6.1513
Si, 8.2482, 5.6052, 5.9315
P, 0.0532, 8.3128, 6.3249
Si, 5.5053, 8.3149, 6.251
Si, 4.4081, 1.2038, 7.3337
Si, 9.8037, 1.1494, 7.6249
Si, 1.1881, 4.5303, 7.5106
Si, 6.6584, 4.5483, 7.2572
Si, 4.3387, 6.7078, 7.558
Si, 9.7211, 6.6241, 7.4566
Si, 1.3079, 9.9713, 7.6928
Si, 6.7113, 9.9945, 7.4334
O, 9.5841, 1.2376, 23.9871
O, 4.103, 6.803, 23.9521
O, 4.0121, 1.2362, 24.0356
O, 9.5348, 6.6976, 23.9045
O, 0.0088, 5.639, 7.9751
O, 5.5562, 0.153, 7.9187
O, 0.0436, 0.0268, 8.116
O, 5.553, 5.619, 7.8873
O, 7.646, 3.968, 8.4197
O, 8.7672, 7.162, 8.6816
O, 2.155, 9.399, 8.9988
O, 8.9006, 1.6733, 8.9279
O, 7.6249, 9.5453, 8.7317
O, 3.5508, 1.8439, 8.573
O, 3.5816, 7.2007, 8.9578
O, 2.055, 4.0495, 8.8328
O, 8.1376, 3.4941, 23.3669
O, 0.4521, 4.9305, 22.9579
O, 1.8978, 2.7413, 23.2491
O, 5.8323, 4.9093, 23.1197
O, 5.5253, 9.9769, 23.5146
O, 2.4454, 8.6942, 23.0264
O, 0.1914, 10.0636, 23.0903
O, 7.7865, 8.5728, 23.0786
Si, 8.6609, 7.6959, 18.4424
Si, 8.7867, 6.3591, 13.6379
Si, 3.7957, 1.5365, 14.7408
Si, 2.1398, 5.7477, 17.6319
Si, 2.4179, 3.1418, 19.4927
Si, 9.8164, 9.038, 12.1013
Si, 1.3322, 9.4199, 22.0753
Si, 9.1724, 0.9698, 13.2065
Si, 1.4268, 5.0534, 13.0378
Si, 1.7946, 8.2559, 12.8357
Si, 6.6484, 9.5497, 22.4279
Si, 4.5295, 4.6008, 15.7117
Si, 8.2238, 3.0235, 9.5938
Si, 0.8425, 8.2451, 19.263
Si, 6.9499, 1.3476, 21.0934
Si, 8.2392, 8.3692, 9.6783
Si, 10.8907, 5.2023, 15.6159
Si, 7.5695, 9.497, 16.3192
Si, 9.9314, 2.055, 20.3006
Si, 3.216, 8.4898, 9.9277
Si, 6.696, 3.3447, 17.4084
Si, 1.1671, 0.2092, 19.8034
Si, 3.2333, 2.8127, 12.3081
Si, 7.2204, 5.3906, 19.6832
Si, 5.7524, 8.6698, 11.5408
Si, 5.786, 6.0701, 13.2032
Si, 4.636, 9.7029, 17.6293
Si, 1.0216, 3.5959, 22.1734
Si, 4.8987, 1.4828, 18.8018
Si, 3.1823, 3.1003, 9.5304
Si, 6.453, 10.8168, 13.7925
Si, 10.3505, 0.1184, 15.9771
Si, 5.6598, 3.6577, 11.1554
Si, 9.8495, 3.9025, 11.9155
Si, 2.3451, 9.9241, 15.5577
Si, 6.0784, 8.1172, 19.8019
Si, 6.9354, 3.9708, 22.3729
Si, 9.7528, 2.7756, 17.3706
O, 7.1955, 6.377, 13.9724
O, 1.8848, 7.0579, 18.6791
O, 10.2867, 4.0359, 16.53
O, 6.1653, 9.9571, 17.0495
O, 10.1497, 0.7079, 14.4716
O, 8.4478, 6.1133, 18.8564
O, 5.1677, 0.6796, 14.4236
O, 5.7142, 2.0545, 17.5184
O, 8.3485, 1.939, 20.5613
O, 1.9943, 4.2984, 18.4048
O, 6.9633, 2.8103, 10.6238
O, 4.8682, 2.6997, 12.2062
O, 6.0332, 4.3915, 16.3428
O, 4.5662, 3.915, 9.9258
O, 10.6889, 2.7716, 21.5601
O, 9.7282, 6.1593, 14.9657
O, 6.0097, 6.4817, 19.8416
O, 4.0838, 0.1683, 18.2831
O, 9.2605, 10.5604, 12.2753
O, 2.8583, 4.3578, 12.7081
O, 1.9117, 10.7042, 21.2131
O, 3.9956, 2.7202, 19.3863
O, 0.7298, 10.0418, 15.9615
O, 1.2778, 9.8027, 18.8375
O, 1.712, 1.6642, 19.2739
O, 8.939, 10.3915, 16.4943
O, 4.8766, 8.5791, 18.794
O, 9.5866, 8.7625, 10.4992
O, 6.7486, 4.0825, 18.8563
O, 2.8418, 1.7127, 13.4092
O, 5.8281, 8.7655, 21.2679
O, 2.5354, 2.4533, 10.8794
O, 7.619, 4.8467, 21.1728
O, 5.216, 7.4736, 12.5385
O, 0.433, 9.0689, 12.5169
O, 7.5784, 1.0593, 13.5732
O, 7.1114, 9.6314, 14.7422
O, 8.9778, 5.0386, 12.6887
O, 8.0955, 8.0361, 16.912
O, 6.2133, 2.5716, 21.906
O, 2.4662, 9.069, 14.1163
O, 0.4317, 4.493, 11.8675
O, 0.8162, 8.3145, 20.9364
O, 9.4052, 3.8322, 10.3496
O, 9.6531, 2.3887, 12.5309
O, 7.6225, 8.5597, 19.3949
O, 2.538, 8.1803, 11.3699
O, 3.9819, 3.0592, 15.3677
O, 0.8337, 4.4851, 14.4425
O, 10.0481, 2.9971, 18.9619
O, 9.1363, 7.8072, 12.9461
O, 10.5142, 0.5351, 20.0798
O, 6.0299, 5.0416, 11.9302
O, 8.1542, 2.7401, 17.0125
O, 3.5364, 5.4785, 16.7271
O, 4.6631, 9.1281, 10.3754
O, 1.5415, 6.6745, 13.1839
O, 4.7592, 5.4908, 14.3413
O, 2.0494, 3.8517, 20.9248
O, 10.552, 1.4111, 16.9532
O, 0.9514, 6.0712, 16.5543
O, 7.3283, 10.9508, 21.9455
O, 5.9351, 0.911, 19.9155
O, 6.078, 10.0261, 12.3961
O, 2.8487, 0.5466, 15.6104
O, 7.052, 8.0164, 10.7468
O, 10.2463, 8.0149, 18.6892
O, 3.4461, 9.195, 16.583

Results
free energy: -137633.877 eV
free energy less fixed offsets of O -568.88, P -755.39, Si -635.61 eV per atom: -5.397 eV

Forces (eV/angstrom), in the order of the atoms: element, x, y, z
Si, 0.0029, -0.0013, -0.0122
Si, -0.0002, -0.0002, -0.0072
Si, -0.0021, 0.0019, -0.0108
Si, -0.0019, 0.0001, -0.01
Si, -0.0024, -0.0027, -0.0112
Si, 0, -0.0025, -0.0115
Si, 0.0002, 0.0019, -0.012
Si, -0.0007, -0.0004, -0.01
Si, -0.0002, -0.0001, 0.0063
Si, 0.0029, 0.0006, 0.0031
Si, -0.0004, 0.0014, 0.0032
Si, 0.0023, 0.0037, 0.0049
Si, 0.0022, 0.0008, 0.0036
Si, 0.0007, 0.0017, 0.006
Si, -0.0001, -0.0019, 0.0052
Si, 0.0007, 0.0015, 0.0036
Si, -0.0038, -0.0019, 0.0033
Si, -0.0068, -0.004, -0.0002
Si, 0.0027, 0.0005, 0.0022
Si, 0.002, 0.0018, -0.0028
Si, -0.0024, -0.0053, -0.0029
Si, -0.0023, -0.0027, -0.0028
Si, -0.0027, -0.0017, -0.0037
Si, 0.0018, -0.0003, 0.0005
Si, -0.0038, -0.0035, 0.0029
Si, 0.002, 0.0043, 0.0026
Si, -0.0076, 0.0028, -0.0066
Si, -0.0005, 0.0001, -0.0025
Si, 0.0003, 0.0073, 0.0039
Si, -0.0026, 0.0022, 0.0046
Si, 0.0087, 0.007, -0.0131
Si, -0.0008, 0.0021, -0.0074
Si, -0.0038, 0.0067, 0.0037
Si, 0, 0.0001, 0.0016
Si, 0.0019, -0.0068, 0.0014
Si, 0.0053, -0.0026, 0.0012
Si, 0.0037, -0.0014, 0.0014
Si, 0, 0.0026, 0.0007
Si, 0.0063, -0.0092, 0.0038
Si, 0.0008, -0.004, -0.0009
Si, 0.0016, -0.0007, 0.0002
Si, -0.0036, 0.002, -0.002
Si, 0.0029, 0.0015, 0.0004
Si, -0.0028, 0.0004, 0.0007
Si, -0.0012, 0.0019, -0.0027
Si, 0.0008, -0.0015, 0.0008
Si, -0.0022, 0.0033, 0
Si, 0.0014, -0.0017, -0.0003
Si, 0.0037, 0.0007, 0.0006
Si, -0.0011, -0.0009, -0.0001
Si, -0.0009, -0.0003, -0.003
Si, 0.0014, -0.0028, 0.0032
Si, -0.0017, 0.0005, 0.0003
Si, -0.0004, -0.0007, 0.0004
Si, 0.0014, -0.0018, 0.0021
Si, 0.0006, -0.0012, -0.0013
Si, -0.0006, -0.0013, -0.0009
Si, 0.0072, 0.0011, -0.0047
Si, -0.0032, 0.0003, -0.0003
Si, -0.0064, 0.0086, -0.0071
Si, 0.0037, 0.001, -0.0042
Si, -0.0021, -0.0013, -0.0017
Si, -0.0017, 0.0034, -0.007
Si, -0.0083, 0.0028, -0.0016
Si, 0.0007, 0.001, -0.008
Si, 0.0026, 0.0065, -0.0067
Si, 0.0086, -0.0024, 0.0033
Si, -0.0075, -0.0053, 0.0152
Si, -0.0017, -0.0019, -0.0106
Si, 0.0032, -0.0073, -0.0002
Si, 0.0052, 0.0057, 0.0017
Si, -0.0009, -0.0127, 0.0042
Si, 0.002, 0.0066, -0.0057
Si, 0.0026, 0.0019, -0.0017
Si, -0.0022, 0.002, 0.0028
Si, 0.0002, -0.0005, -0.0091
Si, -0.0181, 0.0163, 0.0206
Si, -0.0024, 0.0087, -0.0106
Si, -0.0006, -0.0047, -0.0065
Si, 0.0199, -0.0226, 0.0219
Si, 0.0002, -0.0087, -0.0026
Si, -0.0045, 0.0069, -0.0098
Si, -0.0035, -0.0087, 0.0039
Si, -0.0008, -0.0015, -0.0121
Si, 0.0096, -0.0098, -0.0082
Si, 0.0017, 0.0051, -0.0033
P, -0.0128, 0.0013, -0.0355
Si, 0.0004, -0.005, 0.0001
Si, 0.0069, 0.0077, 0.0308
Si, -0.0051, 0.0088, 0.0262
Si, 0.0122, -0.0037, 0.0297
Si, -0.0077, -0.0025, 0.033
Si, 0.0032, 0.0042, 0.0232
Si, 0.0234, -0.0053, 0.0182
Si, -0.0174, -0.0019, 0.0324
Si, -0.0035, -0.005, 0.0246
O, -0.0009, -0.0012, 0.0008
O, -0.0005, -0.0009, 0.0013
O, 0.0003, -0.0005, 0.0002
O, 0.0016, -0.0019, 0.0005
O, -0.0003, -0.007, -0.0071
O, 0.0011, 0.005, -0.0057
O, -0.0013, 0.0144, -0.0147
O, -0.0004, 0.0002, -0.0037
O, -0.0072, 0.0063, -0.0208
O, -0.0003, -0.0019, -0.0122
O, -0.0031, 0.0055, -0.0183
O, 0.0104, -0.0108, -0.0144
O, -0.0047, 0.0067, -0.0122
O, 0.0048, -0.0114, -0.0191
O, 0.0053, -0.0087, -0.0138
O, -0.0152, 0.0096, -0.0188
O, 0.005, -0.0046, 0.0089
O, -0.0047, 0.0078, 0.0119
O, 0.0057, -0.0041, 0.0102
O, -0.0058, 0.006, 0.0104
O, -0.0049, 0.0042, 0.0083
O, 0.0056, -0.0054, 0.0121
O, -0.0055, 0.0053, 0.0115
O, 0.0062, -0.0057, 0.0108
Si, 0.0002, 0.0002, -0.0027
Si, -0.0001, -0.0003, 0.0073
Si, -0.0001, 0.0004, 0.0056
Si, 0.0004, 0, -0.0015
Si, 0.0004, 0.0003, -0.0059
Si, -0.0002, 0.0002, 0.0083
Si, -0.0012, 0.0006, -0.0115
Si, -0.0007, -0.0004, 0.007
Si, 0.0009, 0, 0.0067
Si, -0.0002, -0.0005, 0.0083
Si, -0.0012, 0.0025, -0.0104
Si, -0.0002, -0.0003, 0.0031
Si, -0.0006, 0.0022, 0.0115
Si, 0.0001, -0.0013, -0.0054
Si, 0.0003, 0.0008, -0.0064
Si, -0.0047, 0.003, 0.0182
Si, 0.0004, -0.0001, 0.0034
Si, 0.0003, 0.0006, 0.0022
Si, -0.0003, 0, -0.0064
Si, 0.005, -0.001, 0.0167
Si, -0.0004, -0.0001, -0.0007
Si, -0.0003, 0.0002, -0.0056
Si, 0.0016, 0.0013, 0.0077
Si, -0.0001, -0.0005, -0.006
Si, 0.001, -0.0004, 0.0081
Si, -0.0001, 0.0001, 0.0071
Si, -0.0004, 0.0006, -0.0013
Si, 0.0001, -0.0035, -0.0119
Si, -0.0003, -0.0004, -0.004
Si, 0.0043, 0.003, 0.0126
Si, -0.0002, 0.0001, 0.0068
Si, 0.0004, -0.0003, 0.0034
Si, -0.0002, 0.0008, 0.0062
Si, 0.0003, 0.0005, 0.0085
Si, 0.0001, 0.0004, 0.0037
Si, 0, -0.0003, -0.0065
Si, 0.0005, -0.0023, -0.0095
Si, 0.0004, -0.0001, -0.0007
O, 0.0001, 0, -0.0033
O, -0.0008, 0.0014, 0.0021
O, -0.0002, -0.0008, -0.0007
O, -0.0008, -0.0001, -0.0004
O, 0.0002, -0.0003, -0.0025
O, -0.0003, -0.0005, 0.0014
O, 0, -0.0003, -0.0029
O, -0.0005, -0.0004, 0.0006
O, -0.0011, -0.0006, 0.0027
O, 0, -0.0018, 0.0018
O, 0.0029, -0.0012, -0.0043
O, 0.0001, -0.0004, -0.0031
O, 0.0009, -0.0005, -0.0007
O, -0.0021, 0.0003, -0.0056
O, 0.0015, 0.0015, 0.0051
O, 0.0001, -0.0002, -0.0022
O, 0, 0.0001, 0.0024
O, 0, 0.0004, 0.0014
O, 0.0002, -0.0008, -0.0038
O, -0.0003, -0.0005, -0.0027
O, 0.0001, -0.0016, 0.005
O, -0.0006, 0.0002, 0.0019
O, -0.0005, 0, -0.0018
O, 0, 0.0002, 0.0022
O, -0.0002, -0.0002, 0.0018
O, -0.0002, -0.0002, -0.0013
O, 0.0007, -0.001, 0.0027
O, -0.0015, -0.0007, -0.0067
O, 0.0003, 0.0008, 0.0029
O, -0.0004, -0.0004, -0.0036
O, 0.0007, 0.001, 0.0057
O, 0.0001, 0.0005, -0.0064
O, -0.0006, -0.0012, 0.0054
O, 0.0001, 0.0005, -0.0042
O, 0.0006, 0.0001, -0.0042
O, 0.0001, 0.0002, -0.0035
O, 0.0003, -0.0001, -0.0023
O, 0.0001, -0.0005, -0.0043
O, 0.0005, -0.0009, 0
O, 0.0002, 0.0013, 0.0038
O, 0.0001, 0.0001, -0.003
O, -0.0007, -0.0003, -0.0032
O, 0.0007, 0.0013, 0.0057
O, -0.0003, -0.0009, -0.0038
O, -0.0002, 0.0007, -0.0034
O, -0.0014, 0, 0.0027
O, 0.0016, 0.0009, -0.0085
O, 0.0001, 0.0001, -0.0024
O, -0.0008, 0.0001, -0.0022
O, 0.0002, -0.0004, 0.003
O, -0.0001, 0.0003, -0.0041
O, -0.0001, 0.0002, 0.0022
O, 0.0004, -0.0001, -0.0031
O, -0.0004, -0.0001, -0.0005
O, -0.0006, 0.0001, -0.0007
O, -0.0012, -0.0005, -0.0042
O, 0.0005, 0.0007, -0.0034
O, -0.0004, -0.0003, -0.0025
O, -0.0013, 0.0004, 0.0055
O, -0.0002, 0.0006, -0.0003
O, 0.0005, 0.0001, -0.0005
O, -0.0004, -0.0025, 0.004
O, 0.0014, -0.0004, 0.0035
O, -0.0002, -0.0004, -0.0035
O, -0.0001, -0.0002, -0.0026
O, 0.0016, 0.0005, -0.0056
O, 0.0005, -0.0001, 0.0014
O, 0.0005, -0.0007, -0.0003

The program warned: the cutoff lies below the one the program advises for these potential files; the forces do not sum to zero within the program's tolerance; the exchange-correlation potential is rough where the density is thin.
